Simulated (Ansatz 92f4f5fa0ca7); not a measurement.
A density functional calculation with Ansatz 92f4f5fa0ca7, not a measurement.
Periodic cell of 214 atoms, Si128O86, from a study of silicon, its oxide and their interface. The atomic structure is a simulated model.
Doubt: the cutoff is far below the 930 eV that the study's wrapper takes by default for these files, so forces and energies are approximate.
This geometry differs little from another in the collection (a relaxation step or a small displacement).

Settings
functional: PBE
potential files: Ansatz PAW
basis: plane waves
wave-function cutoff: 580 eV
density cutoff ratio: 5
exchange-correlation grid ratio: 1
k mesh: 1 x 1 x 1, Gamma-centred
self-consistency stop: 5e-08 eV per atom in the density residual
occupations: fixed
spin: none
net charge: 0

Cell vectors (angstrom)
a, 10.938, 0, 0
b, 0, 10.938, 0
c, -2.6847, 3.9116, 31.7171

Atoms and the computed forces on them: element, x, y, z (angstrom), force x, y, z (eV/angstrom)
Si, 5.592, 8.0411, 25.6345, -0.0001, 0.0213, 0.0023
Si, 4.2483, 17.4122, 24.5311, 0.0006, 0.0106, -0.0079
Si, -0.731, 11.52, 24.2221, 0.0249, -0.0283, 0.0079
Si, 1.8061, 14.5323, 24.2408, 0.0009, 0.0009, -0.0199
Si, 9.1163, 18.2008, 24.3092, 0.0199, 0.0393, 0.0147
Si, 5.5022, 13.5186, 25.5332, 0.0128, -0.006, -0.0152
Si, 6.9092, 17.552, 26.9635, 0.0102, 0.0008, 0.0424
Si, 8.336, 10.7095, 25.48, -0.0049, 0.0012, 0.0055
Si, 0.0979, 13.3992, 25.4475, -0.0208, 0.0091, 0.0047
Si, 2.7724, 16.1019, 25.7316, -0.0151, 0.0127, 0.0207
Si, 10.8908, 19.0162, 25.6523, -0.0253, -0.0019, -0.0239
Si, 2.763, 10.7583, 25.6052, -0.0012, -0.0039, -0.0197
Si, 4.1803, 14.789, 27.043, -0.0078, -0.0077, 0.0447
Si, 8.1783, 16.2806, 25.3804, -0.0105, -0.0149, -0.0092
Si, 4.1644, 9.3978, 26.9308, -0.003, -0.0002, 0.0078
Si, 6.9417, 12.1285, 26.8138, -0.008, 0.0098, 0.0108
Si, 9.6008, 14.8522, 26.742, 0.0014, -0.001, 0.0058
Si, 12.293, 17.5702, 26.9224, 0.0108, -0.0066, 0.0135
Si, 9.5891, 20.3639, 27.0407, 0.0117, 0.0011, 0.0318
Si, 1.4223, 12.1387, 26.9746, 0.0063, -0.0021, 0.038
Si, 2.7782, 13.4656, 28.3589, -0.0026, 0.01, -0.0183
Si, 5.5305, 16.2144, 28.3365, 0.0004, 0.0083, -0.0159
Si, 2.7763, 18.9414, 28.2744, 0.0015, 0.0007, 0.0112
Si, 5.55, 10.7842, 28.258, 0.0024, -0.0052, 0.0064
Si, 8.2721, 13.5016, 28.226, 0.0029, -0.0035, 0.0078
Si, 10.9386, 16.1824, 28.2532, 0.0019, -0.0052, 0.0049
Si, 8.2467, 18.9393, 28.3377, -0.0129, -0.0006, -0.022
Si, 10.9967, 10.7721, 28.3413, -0.004, 0.0034, -0.0257
Si, 4.1515, 12.1151, 29.6661, 0.2291, -0.1834, 0.1569
Si, 6.886, 14.8496, 29.6661, 0.2718, -0.1872, -0.0761
Si, 4.1515, 17.5841, 29.6661, -0.1063, 0.0387, -0.0087
Si, 6.886, 20.3186, 29.6661, -0.1778, 0.1036, -0.0092
Si, 9.6205, 12.1151, 29.6661, -0.0745, 0.3677, -0.054
Si, 12.355, 14.8496, 29.6661, -0.2647, 0.1457, -0.0037
Si, 9.6205, 17.5841, 29.6661, 0.037, -0.2457, 0.046
Si, 12.355, 20.3186, 29.6661, 0.0926, -0.034, 0.0075
Si, 5.5188, 13.4824, 31.0334, 0.0468, 0.0451, -0.0041
Si, 8.2533, 16.2169, 31.0334, -0.0127, -0.0419, 0.0106
Si, 5.5188, 18.9514, 31.0334, -0.1216, 0.0426, 0.0045
Si, 8.2533, 10.7479, 31.0334, 0.0003, 0.0711, -0.0352
Si, 10.9878, 13.4824, 31.0334, -0.0832, -0.0251, 0.015
Si, 2.7843, 16.2169, 31.0334, 0.0192, 0.083, -0.0187
Si, 10.9878, 18.9514, 31.0334, 0.0854, -0.0296, -0.0358
Si, 2.7843, 10.7479, 31.0334, 0.0514, -0.1639, 0.0109
Si, 6.8362, 10.938, 0.6835, -0.0674, -0.0403, -0.0346
Si, 9.5708, 13.6725, 0.6835, 0.0818, -0.0241, -0.0176
Si, 6.8362, 16.407, 0.6835, -0.0025, 0.0821, 0.0016
Si, 9.5708, 8.2035, 0.6835, -0.0046, -0.0878, 0.0073
Si, 12.3052, 10.938, 0.6835, 0.0608, 0.0337, 0.0271
Si, 4.1018, 13.6725, 0.6835, -0.0312, -0.0268, 0.0106
Si, 12.3052, 5.469, 0.6835, 0.0247, -0.0602, -0.0206
Si, 15.0397, 8.2035, 0.6835, -0.0489, 0.1435, -0.0238
Si, 5.469, 9.5708, 2.0507, -0.007, 0.2216, -0.5973
Si, 8.2035, 12.3052, 2.0507, -0.1164, 0.0995, 0.357
Si, 5.469, 15.0397, 2.0507, -0.0194, -0.0048, 0.6823
Si, 8.2035, 6.8362, 2.0507, -0.1388, -0.0605, -0.6277
Si, 10.938, 9.5708, 2.0507, 0.0259, -0.0203, 0.4205
Si, 13.6725, 12.3052, 2.0507, 0.1534, 0.0274, -0.383
Si, 10.938, 15.0397, 2.0507, 0.045, -0.1585, -0.353
Si, 13.6725, 6.8362, 2.0507, 0.0535, -0.1099, 0.2155
Si, 6.8211, 8.2027, 3.3276, -0.0127, -0.0003, 0.0337
Si, 9.549, 10.9334, 3.4529, -0.0014, -0.0013, 0.0126
Si, 6.8398, 13.6655, 3.5059, 0.0009, 0.0073, 0.0038
Si, 9.5235, 5.4319, 3.3404, -0.0055, 0.0068, 0.017
Si, 12.3077, 8.1744, 3.4514, 0.0026, 0.004, 0.0173
Si, 4.1438, 10.9759, 3.3746, -0.0007, -0.0077, -0.0004
Si, 12.3258, 13.6686, 3.3782, -0.0121, -0.0032, 0.0139
Si, 4.1013, 16.4354, 3.492, 0.0024, -0.0015, 0.0234
Si, 8.1026, 9.5458, 4.7537, 0.0045, 0.0147, -0.0149
Si, 10.9698, 12.3161, 4.762, -0.0041, -0.0057, -0.0159
Si, 8.247, 15.0697, 4.8458, -0.0044, -0.0047, -0.0109
Si, 10.8364, 6.7681, 4.721, -0.005, 0.0188, -0.026
Si, 2.8791, 9.5333, 4.7133, -0.0066, -0.0162, -0.0124
Si, 5.4526, 12.2829, 4.8896, 0.0191, 0.0004, -0.0139
Si, 13.5949, 15.0566, 4.8214, -0.0103, 0.0361, -0.0275
Si, 5.5419, 6.9148, 4.7996, -0.0048, -0.0073, -0.0378
Si, 6.3793, 10.4452, 6.1255, -0.0087, -0.0198, -0.0087
Si, 10.0539, 14.0914, 6.05, 0.0122, 0.0128, -0.0045
Si, 3.9904, 12.2619, 24.2338, 0.0087, -0.0259, 0.0439
Si, 9.0358, 7.7334, 5.9173, 0.0051, -0.0153, -0.0143
Si, 1.6966, 11.1003, 5.9493, -0.0233, -0.0229, -0.0166
Si, 3.7863, 13.4627, 6.1405, 0.0117, 0.0058, 0.0186
Si, 4.6448, 8.7141, 6.0939, -0.0043, 0.0179, 0.0076
Si, 3.9077, 7.5608, 8.0323, -0.003, -0.0032, -0.0014
Si, 7.3282, 5.9699, 6.0459, 0.0035, 0.0014, 0.0004
Si, 0.9922, 9.7813, 24.3995, -0.0196, 0.0273, 0.039
Si, 6.4109, 15.2034, 24.1123, 0.0348, -0.0184, 0.0496
Si, 11.6846, 4.9577, 5.9925, -0.0008, -0.0252, 0.0151
Si, 7.2563, 9.0045, 24.2352, 0.0117, -0.0344, 0.0032
Si, 5.2755, 10.2456, 22.0853, 0.0066, -0.0064, -0.0016
Si, 9.9516, 12.6646, 21.2519, -0.0037, -0.0096, 0.0012
Si, 2.7601, 8.2949, 22.4001, 0.0004, 0.0159, -0.0019
Si, 5.9785, 14.0925, 15.8509, 0.0015, -0.002, 0.0029
Si, 9.6184, 5.4446, 12.3956, 0.0081, -0.0029, -0.0055
Si, 10.1388, 7.9483, 14.1279, 0.0021, -0.002, -0.0002
Si, 8.6327, 14.9827, 14.9297, 0.001, 0.0002, 0.0038
Si, 2.5522, 10.2579, 18.3744, 0.0018, -0.0034, -0.0038
Si, 1.4892, 15.0196, 16.4331, 0.0001, -0.0016, 0.0021
Si, 10.481, 12.6463, 15.9609, 0.0002, -0.0005, 0.0046
Si, 5.0965, 14.0581, 8.9604, -0.0013, 0.0081, -0.0038
Si, 10.4661, 7.8303, 8.6288, 0.0196, 0.0019, 0.0158
Si, 11.6437, 10.7219, 13.7697, 0.0002, -0.0032, 0.0023
Si, 10.0809, 17.142, 16.5208, -0.0038, -0.0004, 0.0003
Si, 8.1656, 7.0161, 10.4559, 0.0024, 0.0041, -0.0079
Si, 5.8617, 14.4592, 18.9016, 0.0067, -0.0015, -0.0002
Si, 7.1822, 9.143, 14.1537, -0.001, 0.0008, 0.0031
Si, 3.1753, 9.8273, 15.3593, -0.005, -0.0023, 0.0048
Si, 12.0433, 6.2012, 7.9573, 0.0043, 0.0046, -0.0026
Si, 5.2643, 11.3449, 19.1064, 0.005, -0.0031, 0.0007
Si, 4.4697, 7.4824, 13.7929, 0, -0.001, 0.0007
Si, 13.1154, 11.1837, 11.2831, 0.0027, -0.0031, -0.0032
Si, 4.0499, 8.7506, 11.028, -0.0047, -0.003, -0.003
Si, 3.0111, 15.6491, 19.0378, -0.0045, 0.0036, -0.0067
Si, 5.9942, 10.9352, 16.245, 0.0047, -0.0011, 0.0051
Si, 10.0505, 18.8571, 18.9475, -0.0007, -0.0058, -0.001
Si, 3.1891, 13.9416, 11.4142, 0.001, 0.0056, -0.0025
Si, 9.5968, 17.247, 21.4502, 0.0017, 0.0098, 0.0075
Si, 7.0943, 11.7929, 8.9253, 0.0054, -0.0086, -0.008
Si, 3.6329, 4.4456, 14.2844, 0.0004, -0.0012, -0.0007
Si, 2.2216, 18.5162, 19.5336, 0.003, -0.0013, -0.0007
Si, 11.5029, 4.1458, 10.1849, -0.003, 0.0039, -0.0025
Si, 9.7618, 13.1956, 8.2309, -0.0016, 0.0017, 0.02
Si, 11.5644, 10.619, 8.7183, -0.0105, -0.017, -0.002
Si, 6.9812, 9.8329, 11.2721, 0.0066, 0.0017, 0.0008
Si, 10.4304, 10.9475, 18.6464, -0.0028, 0.0056, -0.0059
Si, 0.9023, 15.0783, 21.3403, -0.0052, 0.0022, -0.004
Si, 7.651, 14.9089, 21.3493, -0.0039, -0.0036, -0.0036
Si, 6.3791, 5.7074, 8.2103, -0.0147, -0.0044, 0.0145
O, 6.9164, 10.7424, 7.6808, 0.0067, 0.0219, 0.0202
O, 3.1883, 18.1477, 23.5184, 0.0011, -0.0086, 0.0106
O, 1.5519, 9.2696, 22.9089, 0.0083, -0.0115, -0.0319
O, 12.2219, 10.2183, 7.2818, 0.0012, 0.0101, 0.0112
O, 8.7336, 13.7188, 21.2802, 0.0029, 0.0003, 0.0075
O, 4.7567, 11.5481, 22.9461, 0.0031, -0.0027, -0.0118
O, 9.936, 17.9298, 22.8824, -0.0048, -0.011, -0.0066
O, 7.1292, 10.0254, 15.5231, -0.002, 0.0016, 0.0021
O, 7.853, 8.4849, 11.0472, -0.003, -0.0034, -0.004
O, 9.6374, 7.0123, 9.7708, -0.0203, -0.0046, 0.009
O, 0.7209, 18.6415, 18.95, -0.0048, 0.0008, 0.0053
O, 11.8011, 11.3162, 12.256, -0.0006, -0.0011, 0.0086
O, 10.7427, 16.2132, 20.9224, 0.0034, -0.0067, 0.0097
O, 5.2963, 16.3817, 23.7638, -0.0167, 0.0156, -0.0231
O, 4.2405, 14.4591, 10.2832, -0.0064, -0.0028, 0.0107
O, 12.2962, 5.2461, 9.2798, -0.0009, -0.0046, -0.0067
O, 4.5795, 10.6116, 15.514, 0, -0.0013, 0.0012
O, 4.3424, 5.9119, 14.1929, 0.0004, -0.0016, -0.0002
O, 4.2066, 14.1172, 7.5918, 0.0062, -0.0025, -0.0007
O, 2.2027, 18.3582, 21.1486, -0.0018, -0.0088, -0.0035
O, 5.7862, 12.8687, 19.1783, 0.0025, 0.0043, 0.0055
O, 9.9081, 11.7485, 22.5983, -0.0045, 0.0136, -0.0171
O, 5.4215, 9.6078, 10.8957, -0.0005, 0.0013, -0.0008
O, 7.0414, 6.664, 9.3528, 0.0136, -0.0018, 0.0037
O, 9.2736, 4.2614, 13.4563, -0.0022, -0.0023, 0.0017
O, 10.6801, 11.6716, 14.6714, 0.0019, 0.0018, 0.0045
O, 1.1066, 10.8218, 18.8471, 0.0031, -0.0012, 0.0066
O, 3.032, 8.9415, 19.2, -0.0007, 0.004, 0.0047
O, 8.5668, 8.3196, 14.1936, 0.0016, -0.0001, -0.0009
O, 12.6429, 11.3006, 9.7256, 0.0018, 0.0011, 0.0059
O, 4.1684, 7.5984, 12.1823, -0.0006, -0.0012, 0.0061
O, 10.4496, 14.2194, 9.2972, 0.0011, -0.0002, -0.0032
O, 9.8181, 11.7255, 19.9353, 0.0029, 0.0002, 0.0083
O, 13.624, 12.2933, 6.524, 0.0066, 0.0025, 0.0283
O, 13.377, 7.0603, 7.5386, 0.0045, -0.0039, 0.01
O, 3.6639, 11.3942, 18.7355, -0.0024, -0.001, 0.0037
O, 5.6733, 12.5507, 9.168, 0.0028, 0, -0.003
O, 2.4523, 9.7901, 16.8164, 0.004, 0.0002, -0.0029
O, 12.6094, 14.1358, 10.8768, 0.0048, 0, 0.0011
O, 4.5131, 14.367, 15.2086, -0.0008, 0.0018, -0.0011
O, 8.8686, 16.337, 15.8008, 0.0041, 0.0037, 0.0041
O, 4.8253, 6.2061, 8.1012, 0.0006, 0.0016, 0.0048
O, 4.0743, 9.1581, 22.0146, 0.0023, 0.0019, 0.01
O, 0.8974, 13.5136, 16.2281, -0.0029, -0.0038, -0.0008
O, 2.5443, 14.9154, 17.6645, 0.0034, 0.004, 0.0064
O, 9.2631, 13.6735, 15.6559, 0.0033, -0.0016, 0.0006
O, 8.2297, 5.9029, 11.6489, -0.0006, -0.0008, 0.0042
O, 2.8923, 13.3909, 23.6955, -0.0037, 0.0054, -0.0201
O, 11.0106, 9.2156, 9.3436, 0.0026, 0.0085, -0.0102
O, 13.1237, 4.5792, 15.0405, 0.0007, -0.001, 0.0012
O, 13.1496, 10.6928, 14.3869, 0.0001, -0.0041, 0.0073
O, 9.3986, 18.4605, 20.384, 0.0015, 0.0032, 0.0003
O, 6.2779, 12.5086, 16.004, -0.0017, 0.0013, 0.002
O, 6.606, 9.5776, 22.7882, -0.0155, 0.0165, -0.0069
O, 10.0964, 11.7627, 17.2759, 0.0043, 0.0012, -0.0003
O, 2.1435, 15.2145, 20.3273, -0.0035, -0.002, 0.0075
O, 8.2364, 16.3912, 21.6788, 0.0032, -0.0006, 0.0044
O, 6.6968, 14.5337, 22.624, 0.0026, -0.0053, -0.0233
O, 5.976, 8.0417, 14.0806, 0.0002, 0.0014, 0.0008
O, 9.439, 8.2891, 7.4342, -0.0059, 0.0078, 0.0084
O, 1.2995, 15.3448, 22.8981, -0.0018, -0.005, 0.0034
O, 3.4467, 14.7616, 12.7923, 0.0027, 0.0022, 0.0073
O, 7.0154, 15.0522, 19.8673, -0.0083, -0.002, -0.0022
O, 10.6562, 18.3482, 15.5799, -0.0016, -0.0011, 0.0031
O, 10.3418, 6.7418, 13.0608, -0.0015, 0.0045, 0.0042
O, 0.3333, 16.0839, 16.8654, 0.0015, 0.001, 0.0012
O, 10.6915, 4.8439, 11.373, -0.0091, 0.0006, 0.0067
O, 0.3838, 13.5408, 21.1811, 0.0042, 0.0095, 0.0132
O, 8.1832, 12.9546, 8.5751, -0.0071, -0.0046, -0.0038
O, 6.1537, 14.7744, 17.3288, -0.0037, -0.0015, 0.0023
O, 2.9613, 17.2629, 18.8265, 0.0047, -0.0088, 0.0049
O, 9.4434, 17.8204, 17.8514, 0.0011, 0.0004, 0.0023
O, 9.7304, 9.4715, 18.5743, 0.0027, -0.0008, 0.0066
O, 7.0349, 14.7532, 14.8082, -0.004, -0.0012, 0.0021
O, 3.3023, 12.3224, 11.6329, -0.0003, -0.004, -0.0006
O, 3.7343, 8.1538, 9.5503, -0.0004, -0.0013, 0.0018
O, 4.5175, 15.2095, 19.3707, 0.0008, -0.0061, 0.0079
O, 10.3986, 11.6986, 8.394, 0.0096, -0.0055, -0.0045
O, 7.5367, 11.0157, 10.2968, -0.0016, -0.0015, 0.0026
O, 3.4178, 8.3424, 14.7168, -0.001, 0.0049, 0.0036
O, 7.1253, 10.1727, 12.8679, 0.0001, 0.0004, 0.0059
O, 6.3313, 4.1741, 8.7787, -0.0005, 0.0028, -0.005
O, 5.6202, 10.6527, 20.5391, -0.001, 0.0035, -0.0018
O, 11.0239, 9.2251, 13.6868, 0.0025, 0.0044, -0.0003
O, 6.0024, 10.5844, 17.8491, 0.0008, -0.0006, -0.0018
O, 2.8436, 9.7197, 11.5097, -0.0008, 0.0046, -0.0022

Results
free energy: -130287.020 eV
free energy less fixed offsets of O -568.88, Si -635.61 eV per atom: -5.260 eV

The program warned: the cutoff lies below the one the program advises for these potential files; the forces do not sum to zero within the program's tolerance; the exchange-correlation potential is rough where the density is thin.
